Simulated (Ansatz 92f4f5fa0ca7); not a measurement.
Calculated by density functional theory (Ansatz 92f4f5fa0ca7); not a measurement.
Periodic cell of 252 atoms, Si132O88H32, with a vacuum gap, from a study of silicon, its oxide and their interface. The atomic structure is a simulated model.

Settings: functional r2SCAN; potential files Ansatz PAW; basis plane waves; wave-function cutoff 800 eV; density cutoff ratio 5; exchange-correlation grid ratio 1; k mesh 1 x 1 x 1, shifted by 0.5 0.5 0 of a step; self-consistency stop 1e-11 eV per atom in the density residual; occupations fixed; spin none; net charge 0; applied field sawtooth along c, amplitude -0.015 V/angstrom in the program's sign convention, ramp centred at 0.9887 of c and 0.0226 of c wide, no dipole correction.

Cell vectors (angstrom)
a  10.888  0  0
b  0  10.888  0
c  0  0  44.2257

Atoms: element, x, y, z (angstrom)
Si  0.0622  0.4709  30.2408
Si  3.661  2.16  30.5102
Si  -0.3225  5.6757  30.5351
Si  2.9952  8.0579  30.6786
Si  5.1481  0.2179  30.6328
Si  8.466  2.5242  30.6115
Si  5.0839  5.6654  30.5863
Si  8.3845  7.898  30.5618
Si  1.6335  1.4804  31.6204
Si  4.1503  4.0006  31.9352
Si  1.3328  6.8102  31.8091
Si  4.1301  9.5497  32.0359
Si  6.8483  1.327  31.8416
Si  9.5162  4.1356  31.9309
Si  6.7837  6.741  31.8039
Si  9.5463  9.3063  31.9903
Si  0.1421  2.7466  33.1022
Si  2.6818  0.0339  33.2178
Si  0.0488  8.0645  33.3471
Si  2.6783  5.3842  33.1797
Si  5.5508  2.703  33.2799
Si  8.2174  -0.0461  33.1982
Si  5.5279  8.1412  33.2558
Si  8.1122  5.4263  33.2651
Si  1.3695  4.0694  34.5987
Si  4.0956  1.3607  34.5674
Si  1.3716  9.5311  34.6049
Si  4.0857  6.766  34.5287
Si  6.8372  4.0611  34.6598
Si  9.6179  1.3642  34.4812
Si  6.8593  9.5155  34.6078
Si  9.5082  6.7492  34.6345
Si  0.0039  0.0047  35.9274
Si  2.7531  2.7185  35.9411
Si  -0.0084  5.4007  35.9662
Si  2.7507  8.1538  35.92
Si  5.4462  -0.0084  35.9292
Si  8.2421  2.6891  35.9228
Si  5.4286  5.4307  35.9404
Si  8.1852  8.1569  35.9718
Si  1.3747  1.3547  37.2803
Si  4.0871  4.0829  37.3106
Si  1.355  6.8062  37.2831
Si  4.0839  9.5252  37.295
Si  6.8147  1.3643  37.2752
Si  9.5371  4.0593  37.3284
Si  6.7889  6.8008  37.2923
Si  9.5281  9.5421  37.3002
Si  0.0259  2.7083  6.9282
Si  2.6995  -0.0115  6.9389
Si  -0.0212  8.1633  6.9294
Si  2.7177  5.4439  6.9235
Si  5.46  2.736  6.9435
Si  8.1469  -0.0003  6.9234
Si  5.4387  8.1713  6.9207
Si  8.1514  5.4459  6.9324
Si  1.3611  4.0847  8.2842
Si  4.0593  1.3762  8.2767
Si  1.3059  9.5215  8.302
Si  4.0665  6.826  8.2624
Si  6.809  4.1157  8.3224
Si  9.5115  1.3773  8.2485
Si  6.7896  9.5227  8.2833
Si  9.4835  6.8244  8.3055
Si  -0.0989  0.0047  9.6329
Si  2.7029  2.7342  9.6681
Si  -0.0275  5.4378  9.6124
Si  2.6683  8.1322  9.6223
Si  5.4141  -0.002  9.602
Si  8.2086  2.742  9.6393
Si  5.4419  5.5264  9.6479
Si  8.1198  8.189  9.7023
Si  1.2639  1.3439  10.9643
Si  4.0788  4.1734  10.9595
Si  1.2947  6.7745  10.9913
Si  4.0157  9.5209  10.9197
Si  6.809  1.3675  10.9059
Si  9.5789  4.09  11.0344
Si  6.7548  6.8685  11.1104
Si  9.4145  9.6054  11.0699
Si  0.0201  2.6839  12.4481
Si  2.631  -0.0289  12.2563
Si  -0.0377  8.2283  12.3001
Si  2.6638  5.4184  12.3793
Si  5.5076  2.7995  12.1876
Si  7.9862  0.0589  12.4718
Si  5.3029  8.2734  12.4296
Si  8.196  5.4537  12.3732
Si  1.7909  3.6583  13.7312
Si  4.0429  1.4494  13.3377
Si  1.5292  9.3112  13.6748
Si  3.7094  7.0578  13.6859
Si  7.0361  3.86  13.6362
Si  9.2164  1.6136  13.7308
Si  6.145  10.0645  13.7707
Si  9.4989  6.9241  13.6539
Si  29.4084  -11.3208  19.9635
Si  -2.7028  -1.0623  25.8978
Si  4.3799  15.7321  25.3997
Si  21.2339  13.6874  23.5818
Si  13.3224  0.7729  26.1958
Si  9.5346  5.7314  19.731
Si  -1.1517  14.4354  17.7703
Si  11.6495  19.9091  22.4546
Si  -13.5843  12.8498  27.8574
Si  0.7405  11.2041  18.7731
Si  5.2713  2.5967  20.3851
Si  13.5462  -1.5547  27.8265
Si  4.2211  14.9874  28.2783
Si  0.267  22.1199  15.8262
Si  10.0484  0.6074  21.2929
Si  4.7548  -0.4417  20.9589
Si  -9.6692  15.9371  28.0353
Si  9.5834  7.6126  24.3977
Si  -7.2223  18.6027  25.623
Si  13.1965  19.6523  19.9708
Si  7.1263  23.7758  18.3172
Si  16.426  -16.1156  15.7986
Si  19.9065  19.101  18.3347
Si  -4.7251  3.5861  23.1457
Si  -6.2854  25.2661  17.7327
Si  -0.3195  0.3869  27.2066
Si  -9.9728  7.5496  26.464
Si  -10.0536  17.8845  18.315
Si  -3.1698  1.8517  25.0358
Si  12.6246  36.1741  25.5791
Si  12.6726  -19.4571  17.237
Si  11.0954  16.179  15.8582
Si  -3.4589  -13.6071  15.7077
Si  -3.8899  20.8639  28.5087
Si  14.282  -0.8561  23.7772
Si  8.8352  16.1105  22.6731
O  0.356  0.1792  28.6693
O  -1.4927  -6.6697  19.2028
O  11.1825  -6.1548  29.3239
O  -7.6052  11.1874  24.9035
O  -1.4207  6.7837  29.9696
O  -3.0917  8.8534  29.364
O  16.1456  3.2005  21.8711
O  -8.2803  13.2493  26.3199
O  11.2828  3.0355  17.729
O  16.1917  4.4638  24.1606
O  14.9647  30.4908  24.4255
O  -11.6937  26.0155  22.9193
O  4.0554  6.8939  30.2246
O  8.039  13.8998  29.0842
O  -2.4457  7.8444  14.4913
O  7.2658  0.4105  18.6158
O  2.6015  -2.7152  14.1881
O  3.7785  9.3923  20.1931
O  -0.3291  17.1422  14.6955
O  -0.2382  1.027  19.8446
O  10.6136  -2.7312  18.0196
O  21.5671  18.947  23.2999
O  18.3364  4.4155  22.6569
O  1.3256  -0.9827  19.453
O  3.0427  13.4937  14.033
O  11.69  15.0887  26.7172
O  9.7665  4.6237  16.5419
O  33.5208  -7.9827  24.3781
O  3.1569  3.1438  17.0719
O  1.2322  9.0124  27.0842
O  -12.1368  12.2994  30.3636
O  8.2424  -2.2524  17.0037
O  1.2134  15.0984  15.1792
O  15.4905  -15.3524  25.6277
O  -10.0561  9.9541  15.0138
O  -2.4366  0.4352  21.0729
O  10.8209  0.005  17.3841
O  2.9721  10.8949  27.5243
O  -8.0559  15.4373  25.0127
O  19.339  8.6951  24.7844
O  31.3305  20.9869  26.7352
O  17.1513  -6.3628  14.9049
O  20.6064  12.6554  27.3437
O  -0.2054  20.9935  21.7782
O  34.5148  20.6434  23.3865
O  8.1341  13.6554  14.2025
O  -13.1641  -1.6404  19.5086
O  -15.2487  -1.4665  15.2284
O  9.1512  13.3345  24.5986
O  17.8892  -1.438  26.9626
O  1.629  29.9889  21.3422
O  0.9918  17.4981  27.7608
O  -6.2206  22.8602  20.4065
O  1.4263  12.3751  15.8808
O  -4.6132  -11.8352  20.6927
O  15.2893  14.3888  19.3497
O  28.3431  17.7526  16.1051
O  9.0605  16.809  21.2451
O  8.5085  13.3831  17.6102
O  -0.5019  18.2023  25.7677
O  3.7819  -2.4547  27.0748
O  21.9865  17.0048  19.5275
O  6.615  24.0317  23.9403
O  3.9301  2.6427  28.9416
O  -11.1525  9.9269  30.9026
O  -9.8389  6.1108  16.9775
O  9.8372  0.9268  15.0893
O  -2.2679  17.6045  18.8197
O  -6.6138  6.3028  15.0226
O  2.024  1.2398  18.4227
O  7.7626  0.2478  25.0674
O  -5.0789  13.2943  17.4177
O  -6.1199  4.0528  26.7603
O  5.3295  4.9239  29.1411
O  -12.9767  28.102  23.8443
O  6.7985  13.5215  19.7938
O  2.5671  8.9568  29.3785
O  -14.051  22.3089  28.4708
O  2.2487  -3.2854  18.8345
O  -5.8339  0.3752  14.1454
O  -16.2091  -11.4769  29.2217
O  0.8246  22.3275  26.0768
O  -5.8382  4.9397  17.1622
O  2.1111  29.0396  25.407
O  10.4093  12.5979  22.4018
O  -8.0983  4.8624  28.3386
O  15.1971  10.4691  22.5209
O  -3.5363  13.2783  26.5352
H  0.5543  2.1779  38.2127
H  2.1837  0.5203  38.2127
H  3.2628  4.9022  38.2431
H  4.9167  3.269  38.2431
H  2.1769  5.9846  38.2155
H  0.5275  7.6222  38.2155
H  4.906  8.7037  38.2275
H  3.2522  10.337  38.2275
H  5.998  2.1912  38.2077
H  7.6265  0.5327  38.2077
H  10.3666  3.2453  38.2609
H  8.7156  4.8813  38.2609
H  7.613  5.9813  38.2247
H  5.9733  7.6287  38.2247
H  8.6957  10.3531  38.2327
H  10.3377  8.7082  38.2327
H  0.8462  1.885  5.9957
H  -0.8036  3.5223  5.9957
H  1.8904  0.8228  6.0064
H  3.5312  -0.8233  6.0064
H  -0.8308  8.9971  5.997
H  0.8063  7.3473  5.997
H  3.542  4.6246  5.9911
H  1.8958  6.2656  5.9911
H  6.2767  1.909  6.011
H  4.6304  3.5499  6.011
H  8.9794  -0.8113  5.991
H  7.335  0.8313  5.991
H  4.6166  8.9928  5.9882
H  6.2544  7.3434  5.9882
H  8.973  4.6238  6
H  7.3273  6.2654  6

Results
free energy: -135125.831 eV
free energy less fixed offsets of H -15.71, O -570.45, Si -639.56 eV per atom: -1.591 eV

Forces (eV/angstrom), in the order of the atoms: element, x, y, z
Si  -0.0057  -0.01  -0.0146
Si  -0.0051  0.0122  -0.0118
Si  0.003  -0.0051  -0.0049
Si  -0.0047  0.0071  -0.0135
Si  0.0072  -0.0142  -0.0081
Si  0.0009  -0.0008  -0.007
Si  0.0038  -0.0042  -0.008
Si  -0.0031  0.0038  -0.0013
Si  -0.0001  -0.0005  -0.0002
Si  0.002  -0.0047  -0.0122
Si  -0.0054  0.002  -0.0066
Si  -0.0048  0.0025  -0.0159
Si  0.0042  0.0056  -0.0164
Si  0.0007  -0.0033  -0.0175
Si  0.0006  0.0019  -0.0108
Si  -0.0053  -0.0026  -0.0163
Si  0.0023  0.0034  0.0093
Si  -0.002  -0.0071  0.0058
Si  0.0056  -0.0029  -0.0001
Si  -0.0026  -0.0046  0.0122
Si  0.0038  0.0044  0.0104
Si  -0.0069  -0.0114  0.0123
Si  0.0185  0  0.0062
Si  -0.0021  0.004  0.0054
Si  -0.0003  -0.0049  0.0174
Si  0.0032  0.0103  0.0236
Si  0.0013  -0.0063  0.009
Si  -0.0054  0.0087  0.0206
Si  0.0065  0.0026  0.0153
Si  -0.01  0.0107  0.0259
Si  -0.0084  0.0014  0.0051
Si  -0.0053  0.0038  0.019
Si  0.0141  -0.0005  0.1875
Si  -0.0303  0.0126  0.1779
Si  0.0309  -0.0013  0.1871
Si  -0.0011  -0.0134  0.1729
Si  0.0503  -0.041  0.1791
Si  -0.0036  -0.0306  0.1799
Si  0.0108  0.0063  0.1908
Si  -0.0095  -0.0076  0.1763
Si  0.0183  -0.0009  0.2759
Si  -0.0346  -0.0099  0.3621
Si  0.0524  -0.0332  0.1633
Si  0.1133  -0.1182  0.2554
Si  0.1401  -0.1178  0.1459
Si  0.1169  -0.1488  0.3875
Si  0.0319  0.0326  0.3154
Si  0.0286  -0.0317  0.3308
Si  -0.0955  0.0662  -0.4369
Si  -0.0609  0.0947  -0.1863
Si  -0.1307  0.0493  -0.2571
Si  0.0515  -0.0433  -0.3373
Si  -0.1601  0.0575  -0.1436
Si  0.0124  0.0623  -0.347
Si  -0.0632  0.0423  -0.4085
Si  -0.0189  0.1052  -0.2648
Si  -0.0017  0.0081  -0.1843
Si  -0.0209  0.0274  -0.1712
Si  -0.0067  0.0299  -0.1816
Si  0.0045  -0.0082  -0.1842
Si  -0.0161  -0.0055  -0.1746
Si  -0.0201  0.0047  -0.1868
Si  -0.0085  0.0125  -0.188
Si  0.0012  0.0016  -0.1713
Si  0.0097  0.0052  -0.0178
Si  -0.0019  -0.0198  -0.0173
Si  0.002  0.0067  -0.0113
Si  0.0014  -0.0103  -0.0182
Si  0.0001  0.0042  -0.0098
Si  0.0015  -0.0059  -0.0217
Si  0.0005  0.0024  -0.0191
Si  0.008  -0.0126  -0.0236
Si  -0.0022  0.0057  -0.0087
Si  -0.005  0.0013  -0.0147
Si  0.0029  -0.008  0
Si  0.0034  0.0054  -0.0085
Si  -0.0055  -0.0019  -0.0029
Si  0.0032  -0.0025  -0.0106
Si  -0.0086  0.0029  -0.0112
Si  -0.0023  0.007  -0.0052
Si  -0.0051  -0.0046  0.0176
Si  -0.0007  -0.0004  0.012
Si  0.001  -0.0024  0.0136
Si  0.0026  0.0053  0.0176
Si  0.0027  -0.0028  0.0167
Si  -0.0028  0.0052  0.0181
Si  -0.005  -0.0008  0.0115
Si  0.0038  -0.0002  0.0152
Si  -0.0013  0.0008  -0.0264
Si  0.0032  -0.0002  -0.0167
Si  0.0051  -0.0009  -0.0231
Si  -0.0006  0.0004  -0.0237
Si  0.0005  -0.0011  -0.0212
Si  0.001  0.0032  -0.0221
Si  0  0.0015  -0.0248
Si  -0.0013  -0.0022  -0.022
Si  0.0036  -0.0022  -0.0331
Si  0.0027  -0.0005  -0.0302
Si  0.0054  0.0019  -0.0401
Si  -0.0047  -0.0005  -0.0354
Si  0.0045  0.0013  -0.03
Si  0.0045  -0.0007  -0.0338
Si  0.0055  0.0021  -0.0294
Si  -0.0003  0.0015  -0.039
Si  -0.0016  -0.002  -0.0328
Si  0.0005  0.0041  -0.0422
Si  0.0013  0.0019  -0.0387
Si  0.0006  -0.0001  -0.0272
Si  -0.001  0.0084  -0.0342
Si  -0.0056  -0.0028  -0.0413
Si  -0.005  -0.0021  -0.0357
Si  0.0062  0.0013  -0.0303
Si  0.0009  0.0028  -0.0288
Si  0.0018  -0.0065  -0.0372
Si  0.003  0.0023  -0.0257
Si  -0.004  -0.005  -0.0403
Si  0.0023  0.0059  -0.032
Si  -0.0016  0.0036  -0.0354
Si  -0.0036  0.0009  -0.0354
Si  0.0002  -0.001  -0.0339
Si  -0.0025  0.0105  -0.0346
Si  -0.0035  -0.0023  -0.0257
Si  -0.0054  -0.0029  -0.027
Si  -0.0013  -0.005  -0.0343
Si  0.0029  0.0088  -0.0403
Si  -0.0024  -0.0033  -0.0355
Si  -0.0021  0.0006  -0.0279
Si  0.0019  -0.0009  -0.0373
Si  -0.0063  0  -0.0376
Si  0.0095  -0.0002  -0.0269
Si  -0.0009  0.0016  -0.0379
Si  0.001  0.0095  -0.0316
O  0.0028  0.0053  0.0283
O  -0.0034  0.0071  0.017
O  -0.0068  0.0043  0.0196
O  -0.0047  0.0064  0.0196
O  0.0035  -0.0031  0.01
O  0.0043  -0.0077  0.019
O  0.0056  0.0057  0.0271
O  0.002  -0.001  0.0097
O  -0.0017  0.0013  0.0102
O  -0.0088  0.0068  0.022
O  0.0002  -0.0091  0.0179
O  0.0029  -0.0043  0.0188
O  -0.0006  0  0.0065
O  0.0013  0.0027  0.0271
O  -0.0039  0.0039  0.0125
O  -0.0007  -0.004  0.0138
O  -0.0035  0.0016  0.0087
O  0.004  0.0048  0.0132
O  0.006  -0.0083  0.017
O  -0.0083  0.0015  0.0238
O  0.001  -0.0002  0.0114
O  -0.0085  -0.0048  0.0224
O  -0.0031  -0.0026  0.0141
O  0.0033  -0.0064  0.0104
O  -0.0045  -0.0016  0.0059
O  -0.0006  0.0054  0.0191
O  -0.0039  -0.008  0.0197
O  0.0114  0.0036  0.0189
O  0.0012  0.0001  0.0107
O  0.0046  0.0031  0.015
O  0.0032  -0.0031  0.0121
O  0.0097  0.0007  0.0259
O  -0.0035  0.0045  0.0156
O  -0.0007  0.0013  0.0085
O  -0.0052  0.0072  0.0198
O  0.0079  0.0021  0.0144
O  0.0022  0.0003  0.0281
O  0.0008  -0.0053  0.017
O  0.0005  0.0001  0.0176
O  -0.0038  0.0095  0.0146
O  0.0019  0.0034  0.0114
O  -0.0058  0.0064  0.0181
O  -0.0023  -0.0001  0.0209
O  0.0023  -0.0045  0.0161
O  0.0081  0.0027  0.018
O  -0.0031  0.002  0.0086
O  -0.0044  0.0081  0.0197
O  0.0036  -0.0048  0.0094
O  -0.0071  -0.0041  0.0187
O  -0.0043  0.0034  0.0209
O  -0.0076  0.0013  0.0256
O  0.0005  -0.0078  0.0114
O  -0.0014  -0.0044  0.0134
O  0.0031  0.0044  0.019
O  -0.0085  -0.0002  0.0084
O  0.0055  -0.0059  0.0237
O  0.0016  0.0005  0.0085
O  -0.0052  -0.0039  0.0308
O  -0.0069  -0.0016  0.0068
O  0.0083  -0.0006  0.0174
O  -0.0011  0.0052  0.02
O  -0.006  -0.0014  0.0172
O  0.0057  -0.0066  0.0173
O  -0.0061  -0.0104  0.0238
O  0.003  0.0039  0.0135
O  0.0021  0.0099  0.023
O  0.0068  -0.0044  0.0214
O  0.0003  -0.0054  0.0096
O  0.0041  -0.0053  0.0183
O  -0.001  -0.0063  0.0178
O  0.003  -0.0015  0.0113
O  0.0036  -0.0031  0.0061
O  -0.0008  -0.0056  0.0269
O  0.0045  0.0053  0.0177
O  0.0015  0.0139  0.0213
O  -0.0056  0.0016  0.0205
O  0.0018  -0.008  0.0236
O  -0.002  -0.0011  0.0127
O  0.0038  0.0026  0.0114
O  0.0017  -0.0021  0.0048
O  -0.0058  0.0063  0.0242
O  -0.005  -0.0002  0.0118
O  -0.0031  -0.0127  0.0225
O  -0.0027  -0.0017  0.0107
O  0.0026  0.0158  0.0248
O  0.0035  -0.0033  0.0119
O  -0.0093  -0.0034  0.03
O  0.0033  -0.0019  0.0256
H  0.3149  -0.285  -0.2807
H  -0.3091  0.3194  -0.2547
H  0.2763  -0.2987  -0.2561
H  -0.302  0.3007  -0.2442
H  -0.2759  0.3061  -0.2575
H  0.3024  -0.2686  -0.283
H  -0.2928  0.3344  -0.2448
H  0.2942  -0.3021  -0.2929
H  0.3352  -0.2248  -0.3161
H  -0.3478  0.2947  -0.2377
H  -0.3344  0.3142  -0.1982
H  0.2061  -0.2923  -0.2928
H  -0.2967  0.233  -0.271
H  0.3013  -0.3283  -0.254
H  0.3197  -0.2952  -0.2583
H  -0.2197  0.3657  -0.2401
H  -0.3204  0.3615  0.2608
H  0.2851  -0.2305  0.2431
H  0.2998  -0.3879  0.2524
H  -0.3181  0.2349  0.3179
H  0.272  -0.3339  0.2525
H  -0.3129  0.2388  0.3048
H  -0.3111  0.2786  0.2532
H  0.2836  -0.2916  0.2712
H  -0.2665  0.3311  0.3137
H  0.3368  -0.2452  0.2679
H  -0.3003  0.2826  0.2727
H  0.2562  -0.3825  0.2419
H  0.3434  -0.2663  0.2401
H  -0.3081  0.288  0.2729
H  -0.2176  0.2651  0.3077
H  0.2987  -0.3243  0.2553

The program warned: the cutoff lies below the one the program advises for these potential files; the forces do not sum to zero within the program's tolerance; empty levels may hold ghost states of the PAW files; the exchange-correlation potential is rough where the density is thin.
